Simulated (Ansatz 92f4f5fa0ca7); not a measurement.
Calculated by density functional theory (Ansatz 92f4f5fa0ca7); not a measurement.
Periodic cell of 422 atoms, Si266O156, from a study of silicon, its oxide and their interface. The atomic structure is a simulated model.
Doubt: the cutoff is far below the 930 eV that the study's wrapper takes by default for these files, so forces and energies are approximate.

Settings: functional PBE; potential files Ansatz PAW; basis plane waves; wave-function cutoff 580 eV; density cutoff ratio 5; exchange-correlation grid ratio 1; k mesh 1 x 1 x 1, Gamma-centred; self-consistency stop 5e-08 eV per atom in the density residual; occupations fixed; spin none; net charge 0.

Cell vectors (angstrom)
a	15.4687	0	0
b	0	12.8259	0
c	0	0	36.8415

Atoms: element, x, y, z (angstrom)
Si	0.0317	1.1339	34.1896
Si	3.9576	1.1751	34.156
Si	7.7677	1.1779	34.2046
Si	11.6227	1.1597	34.1884
Si	1.8921	7.5772	34.1283
Si	5.7772	7.5881	34.1519
Si	9.6149	7.5769	34.1575
Si	13.5019	7.5694	34.1243
Si	1.9336	5.247	34.5746
Si	5.8008	5.247	34.5746
Si	9.6679	5.247	34.5746
Si	13.5351	5.247	34.5746
Si	0	11.6599	34.5746
Si	3.8672	11.6599	34.5746
Si	7.7343	11.6599	34.5746
Si	11.6015	11.6599	34.5746
Si	0	4.664	35.8114
Si	3.8672	4.664	35.8114
Si	7.7343	4.664	35.8114
Si	11.6015	4.664	35.8114
Si	1.9336	11.0769	35.8114
Si	5.8008	11.0769	35.8114
Si	9.6679	11.0769	35.8114
Si	13.5351	11.0769	35.8114
Si	0	2.332	36.2236
Si	3.8672	2.332	36.2236
Si	7.7343	2.332	36.2236
Si	11.6015	2.332	36.2236
Si	1.9336	8.745	36.2236
Si	5.8008	8.745	36.2236
Si	9.6679	8.745	36.2236
Si	13.5351	8.745	36.2236
Si	1.9336	1.749	0.6188
Si	5.8008	1.749	0.6188
Si	9.6679	1.749	0.6188
Si	13.5351	1.749	0.6188
Si	0	8.162	0.6188
Si	3.8672	8.162	0.6188
Si	7.7343	8.162	0.6188
Si	11.6015	8.162	0.6188
Si	0	5.83	1.031
Si	3.8672	5.83	1.031
Si	7.7343	5.83	1.031
Si	11.6015	5.83	1.031
Si	1.9336	12.2429	1.031
Si	5.8008	12.2429	1.031
Si	9.6679	12.2429	1.031
Si	13.5351	12.2429	1.031
Si	1.9336	5.247	2.2678
Si	5.8008	5.247	2.2678
Si	9.6679	5.247	2.2678
Si	13.5351	5.247	2.2678
Si	0	11.6599	2.2678
Si	3.8672	11.6599	2.2678
Si	7.7343	11.6599	2.2678
Si	11.6015	11.6599	2.2678
Si	1.9336	2.915	2.68
Si	5.8008	2.915	2.68
Si	9.6679	2.915	2.68
Si	13.5351	2.915	2.68
Si	0	9.328	2.68
Si	3.8672	9.328	2.68
Si	7.7343	9.328	2.68
Si	11.6015	9.328	2.68
Si	0.9776	-3.6118	23.8978
Si	4.7773	1.7822	27.8348
Si	9.299	5.4854	30.4195
Si	6.8454	4.4831	24.0649
Si	-2.8296	2.6068	17.671
Si	5.6836	5.8135	30.5403
Si	7.1236	12.5834	26.7681
Si	8.9258	0.9066	24.7701
Si	2.2113	2.5503	22.3626
Si	12.548	2.0461	24.0845
Si	2.1419	5.5363	22.8414
Si	15.6008	3.2451	27.3014
Si	7.3727	8.8822	29.2182
Si	6.0477	13.5368	30.866
Si	11.5739	4.8285	25.2684
Si	11.6193	12.4209	25.6456
Si	-4.2666	-0.329	27.9397
Si	4.0287	1.5425	30.0417
Si	0.2267	4.3883	18.9018
Si	11.7611	1.1701	29.6749
Si	1.8834	11.0012	31.0644
Si	1.7279	9.6623	28.9404
Si	11.6399	9.4517	25.2906
Si	13.3236	7.0287	29.5078
Si	-1.7808	0.5135	30.782
Si	11.4383	3.4939	29.2277
Si	8.1113	1.4438	29.7018
Si	16.9712	1.5842	19.4977
Si	1.8688	7.3416	29.5104
Si	7.6499	7.0837	30.6844
Si	9.1527	10.4231	29.3141
Si	13.5069	10.9367	31.1408
Si	8.9403	4.3951	21.7205
Si	2.0259	5.8276	27.5924
Si	9.8672	0.6866	31.0649
Si	20.6954	-3.2419	29.8828
Si	-0.0907	6.7462	30.7812
Si	3.9007	10.172	28.0029
Si	11.7259	4.3843	31.4438
Si	11.4719	6.6374	30.9215
Si	0.0327	4.4732	31.4418
Si	4.5098	4.6192	28.7945
Si	9.0424	3.6634	28.7245
Si	12.959	4.9934	28.0017
Si	4.0385	7.5722	30.692
Si	5.7817	11.2096	31.4295
Si	11.1873	10.1525	28.1891
Si	15.592	14.5231	29.8262
Si	1.9945	3.9985	32.5417
Si	5.6603	4.1872	32.3903
Si	9.6443	4.1559	32.4721
Si	13.6263	3.9269	32.6705
Si	-0.0113	10.4612	32.4323
Si	3.7801	10.5726	32.5081
Si	7.6972	10.4776	32.5756
Si	11.612	10.4393	32.5044
Si	1.9769	1.6546	32.9543
Si	5.9246	1.8525	32.9116
Si	9.6843	1.8523	33.0384
Si	13.5691	1.5969	32.9271
Si	-0.0406	8.0917	32.8214
Si	3.8376	8.2361	32.9418
Si	7.6947	8.1218	32.8576
Si	11.5265	8.0758	32.8678
Si	0	2.332	3.9167
Si	3.8672	2.332	3.9167
Si	7.7343	2.332	3.9167
Si	11.6015	2.332	3.9167
Si	1.9336	8.745	3.9167
Si	5.8008	8.745	3.9167
Si	9.6679	8.745	3.9167
Si	13.5351	8.745	3.9167
Si	1.9224	6.4191	4.3374
Si	5.7835	6.4274	4.3254
Si	9.6309	6.416	4.3324
Si	13.5343	6.4081	4.3535
Si	-0.0143	12.8276	4.3626
Si	3.8362	12.8335	4.3622
Si	7.7214	12.8219	4.3636
Si	11.6271	12.8454	4.2969
Si	0.01	5.8795	5.6457
Si	3.8571	5.8675	5.587
Si	7.6936	5.9351	5.6365
Si	11.5631	5.8275	5.5691
Si	1.9052	12.2902	5.6645
Si	5.7529	12.2596	5.6527
Si	9.7171	12.2323	5.4939
Si	13.5013	12.2352	5.6013
Si	-0.0074	3.5356	6.0035
Si	3.8161	3.4669	5.9547
Si	7.5957	3.5667	5.9436
Si	11.535	3.4789	5.993
Si	1.9745	9.9533	6.0372
Si	5.9239	9.9378	5.8278
Si	9.8293	9.9321	5.9974
Si	13.5487	9.8744	5.9791
Si	1.9197	2.8916	7.2375
Si	5.2249	-1.1388	7.9877
Si	11.2909	0.6604	8.8731
Si	10.1352	1.6053	22.0633
Si	-0.0284	9.3686	7.274
Si	4.066	9.5868	7.174
Si	7.7902	7.2665	7.6943
Si	14.8814	10.6252	9.2565
Si	-1.9565	2.9611	7.2296
Si	1.9992	6.4354	8.9044
Si	5.808	4.8552	10.6776
Si	15.2573	12.9869	8.9792
Si	-1.105	7.5238	13.5347
Si	12.6927	18.044	14.2916
Si	13.3716	13.4745	7.6369
Si	10.9832	11.8472	10.5412
Si	-2.6527	4.9794	19.8078
Si	3.2233	12.229	11.3993
Si	2.8914	6.8473	11.0922
Si	11.6225	6.9512	7.6614
Si	-2.1725	16.7536	9.4113
Si	7.8379	16.4111	10.5382
Si	3.5476	16.2243	13.4604
Si	9.4714	15.6735	7.0867
Si	1.813	0.5924	7.7892
Si	7.6434	-1.2173	8.4673
Si	11.7508	9.3053	7.3992
Si	11.2738	2.8023	9.9752
Si	5.9622	8.2179	13.1293
Si	0.6695	11.8197	12.9553
Si	10.3471	6.8841	15.665
Si	5.7734	7.0226	8.8353
Si	-3.0221	-1.4227	15.2964
Si	-0.6434	2.2088	11.4789
Si	8.3752	-0.8565	10.6931
Si	9.3409	0.4812	7.5329
Si	1.4604	11.161	15.6203
Si	3.821	7.235	7.5893
Si	9.7431	9.9442	14.9731
Si	13.2469	12.7871	12.6859
Si	-6.6865	-0.6651	16.9783
Si	3.7033	0.2039	9.2108
Si	3.8987	3.4377	10.9404
Si	5.2588	7.1303	11.1449
Si	2.714	4.241	9.0198
Si	1.7183	9.7668	11.3698
Si	7.8817	9.5968	12.4663
Si	13.4911	6.2403	8.944
O	-10.3082	10.7928	24.11
O	-6.8354	11.2085	20.9076
O	1.5578	-0.3864	26.627
O	3.6345	11.8369	22.205
O	15.9647	20.1866	13.2801
O	1.8007	12.6907	12.1203
O	15.9528	15.6398	19.2401
O	9.1564	10.7199	16.292
O	6.0505	19.7459	14.1955
O	20.2391	9.2507	13.7236
O	16.1996	4.9012	14.0995
O	27.9252	4.9558	21.4185
O	32.8218	16.9427	22.1089
O	2.7585	1.508	18.4366
O	15.0741	8.5454	26.7728
O	0.6961	12.1538	14.5561
O	-9.4101	2.1015	21.5739
O	10.9606	28.1533	11.5995
O	16.8851	21.9666	22.3006
O	-3.4766	12.135	16.6794
O	-0.043	17.27	17.2976
O	-15.5875	1.1287	10.3574
O	-8.0453	23.7668	11.6478
O	20.1555	9.234	26.8458
O	29.0293	9.5514	19.8954
O	8.8978	6.3123	12.1357
O	-3.5141	-0.59	11.8674
O	9.0778	-6.9553	15.7177
O	20.6493	3.3916	27.8938
O	17.6822	33.9167	11.4848
O	39.91	-24.4299	23.1638
O	19.3851	-1.091	27.4425
O	5.3239	14.1727	19.1596
O	6.837	-3.7739	25.1362
O	29.6999	7.9303	15.118
O	8.5344	17.3039	17.8816
O	19.0208	1.4409	26.7914
O	-8.2784	9.1196	20.1241
O	10.2316	0.468	20.8919
O	16.6175	10.7057	24.5569
Si	9.0101	-0.2659	20.0778
Si	20.7321	13.5987	13.3501
Si	19.5347	0.5274	18.5003
Si	1.2681	7.8718	21.2404
Si	6.3164	9.4551	26.6184
Si	7.8402	22.4173	7.1565
Si	5.7156	15.7792	7.2931
Si	1.0338	-9.5407	13.9978
Si	4.3808	-0.7009	23.6481
Si	4.9667	4.8079	8.454
Si	12.7472	12.3708	18.1113
Si	15.9365	11.7992	25.6013
Si	12.4189	10.08	9.6673
Si	11.5258	5.9291	22.3568
Si	3.2647	7.2005	16.295
Si	5.2504	14.7442	9.5398
Si	10.8824	15.8883	13.1163
Si	-0.0333	6.9951	7.7756
Si	18.6003	-0.0909	26.4118
Si	12.012	9.9813	19.9166
Si	21.5106	18.0958	14.3954
Si	4.4274	24.2967	20.8089
Si	3.7708	16.5536	30.9886
Si	14.4592	16.3714	16.2989
Si	8.2948	-8.2867	16.2628
Si	31.3183	-1.0239	18.3902
Si	1.5762	6.2152	13.7051
Si	13.2234	-3.3586	29.1631
Si	-0.5362	21.967	19.1691
Si	10.8767	7.2699	18.7142
Si	9.6525	7.391	11.1622
Si	17.4642	0.5659	30.8129
Si	8.442	4.7584	12.4181
Si	21.4876	-3.3618	23.7994
Si	9.6398	-1.637	31.4577
Si	-2.8	8.2214	11.1839
Si	20.7514	14.9001	23.0136
Si	2.6076	6.4082	19.1002
Si	10.0775	14.8373	15.7511
Si	7.1671	14.1282	10.9
Si	-5.9381	-8.7427	9.0679
Si	9.6637	6.4747	8.9238
Si	-9.8384	8.6228	20.2379
Si	20.7067	6.6026	18.2607
Si	-0.3919	9.8853	27.7439
Si	21.2241	12.2199	16.1476
Si	-0.8126	-3.6504	16.0632
Si	10.824	8.8925	22.3427
Si	4.2125	22.7187	15.129
Si	1.2723	6.5857	25.4299
Si	6.2655	13.7793	20.4295
Si	8.7988	16.6612	26.2151
Si	15.4244	1.7866	24.4473
Si	8.8625	25.407	28.2728
Si	20.5569	6.8252	22.7146
Si	14.3653	20.8663	25.3789
Si	23.6671	5.5892	19.0229
Si	23.5416	9.7501	21.3483
O	21.5532	39.3708	27.3894
O	5.8602	12.2611	20.9141
O	3.6671	18.8831	22.6004
O	24.5463	15.1201	25.6452
O	9.9695	5.6009	22.0386
O	-11.7831	-13.6004	19.4672
O	17.7727	-5.7743	17.6144
O	8.7568	-15.4785	13.7149
O	-10.0195	-15.0164	15.8904
O	15.97	2.6434	12.5685
O	12.0589	-9.5202	24.9779
O	22.8961	4.5311	25.6037
O	8.7989	8.7729	11.3622
O	2.5445	6.6407	14.9529
O	9.453	26.222	16.1605
O	-1.836	10.3685	15.6774
O	14.6393	-0.8377	12.35
O	4.1193	18.5828	19.1239
O	1.334	-8.5218	27.6343
O	11.9565	24.288	19.2222
O	-0.8798	21.5038	17.6265
O	-1.1802	-0.9548	17.9388
O	4.462	-0.3385	12.4315
O	21.0746	-5.5224	21.2301
O	37.6701	4.7481	15.8055
O	17.929	5.8497	12.3611
O	-0.2021	0.194	24.7756
O	15.6	-10.0878	25.7525
O	8.0195	-7.9818	20.4556
O	13.5118	17.5062	15.5791
O	34.6604	15.2611	22.8813
O	14.3754	3.5437	10.6518
O	12.766	21.0979	25.4413
O	1.0857	23.0754	12.7968
O	-14.0866	11.8802	17.0892
O	-15.4667	-9.5317	30.2386
O	17.2369	-17.5824	24.8044
O	-10.3333	8.1721	18.7493
O	19.0768	8.7577	16.1016
O	-9.5994	3.1848	24.0287
O	11.5382	-2.7331	21.4805
O	-3.2286	10.9808	25.16
O	4.2303	14.7628	13.7984
O	13.5751	27.1681	12.3073
O	4.6765	-2.9637	20.7352
O	-3.1422	-9.1192	18.8881
O	31.5122	-15.7164	10.2462
O	7.043	4.6912	13.243
O	25.4646	-8.0241	25.6584
O	-1.9606	-18.6262	10.4237
O	14.093	2.2507	23.6064
O	15.0629	6.5454	25.3005
O	2.5659	7.5654	20.2756
O	12.3421	5.4845	26.5475
O	-12.3868	-15.0237	11.0742
O	10.1222	12.6449	25.0229
O	1.5323	-7.5887	19.3458
O	-4.2659	7.6161	11.6784
O	-5.633	21.1567	15.1353
O	16.1725	-15.9439	15.7494
O	4.5324	-12.7811	17.0209
O	24.8453	19.5533	19.126
O	9.7487	15.8536	21.3723
O	22.687	-4.3355	27.5898
O	3.3338	-0.3493	24.8201
O	9.3134	12.175	18.5225
O	20.4426	-17.411	23.5191
O	7.1557	-0.4858	16.9711
O	15.5027	15.5621	15.2525
O	6.1121	18.6688	23.5356
O	17.3462	-7.4159	24.447
O	2.0914	27.3477	21.0021
O	28.0434	13.6103	25.111
O	23.5378	-8.6658	23.0533
O	-1.2506	-21.6193	27.6335
O	24.3384	15.935	15.7518
O	11.8601	5.7022	23.9334
O	12.9422	-0.2665	14.2712
O	26.2239	-3.6404	23.9472
O	-0.6246	-16.7784	24.0379
O	1.2397	14.7702	23.4917
O	3.6857	18.3478	27.6864
O	42.5236	14.5816	22.8057
O	15.5235	8.0001	20.1634
O	12.0811	44.8233	19.2955
O	13.6383	18.9157	13.3076
O	20.0358	4.5763	14.1263
O	31.1463	14.6761	28.1754
O	16.1456	-12.6359	19.4045
O	-3.2609	3.9306	13.4407
O	11.6848	20.3536	22.0581
O	-16.5001	-7.8096	19.7197
O	-4.1927	15.3503	16.7355
O	23.295	0.8625	20.036
O	-25.0624	12.9407	14.6989
O	26.2402	35.1008	26.6817
O	25.0951	-8.7493	13.274
O	-3.9995	-6.6313	14.7295
O	13.6107	8.5738	12.5224
O	26.6825	-2.2617	14.6521
O	-4.4547	20.0004	17.109
O	-0.6046	11.1238	26.6362
O	12.7629	13.9665	18.4319
O	0.5608	10.3575	19.1341
O	4.7049	-6.347	16.6987
O	1.0512	19.3982	22.2037
O	-7.9176	0.1659	25.2327
O	6.7637	6.1833	18.5396
O	-12.495	23.7975	15.0207
O	6.5774	-1.7774	26.8904
O	-20.2837	14.6993	14.2151
O	7.0634	9.8282	22.6211
O	9.2945	-16.8891	21.7782
O	11.0854	-3.993	19.1749
O	36.348	13.3813	23.5669
O	6.5212	14.1541	12.4662

Results
free energy: -257810.840 eV
free energy less fixed offsets of O -568.88, Si -635.61 eV per atom: 6.700 eV

Forces (eV/angstrom), in the order of the atoms: element, x, y, z
Si	-0.0409	-0.1212	-0.0615
Si	-0.0892	0.0906	-0.0989
Si	-0.0216	-0.048	-0.158
Si	-0.0058	0.1469	-0.001
Si	0.0167	0.0236	-0.0345
Si	0.0158	0.0012	-0.0214
Si	0.0402	-0.0173	0.0312
Si	0.0191	0.0421	-0.1391
Si	0.4374	0.0039	-0.1018
Si	-0.5508	0.1342	-0.4471
Si	-0.1314	0.2681	-0.1706
Si	-0.0405	0.0074	0.459
Si	0.071	-0.4594	-0.2546
Si	-0.2115	0.2754	0.1845
Si	-0.0891	0.0498	0.4371
Si	-0.0152	-0.2922	-0.0661
Si	-0.0911	-0.0245	-0.0562
Si	-0.0017	0.0324	0.118
Si	0.1068	-0.1292	-0.1833
Si	0.0206	-0.0553	-0.0229
Si	-0.0109	0.0471	0.0264
Si	0.0312	-0.0764	-0.0218
Si	-0.046	-0.0576	0.0151
Si	0.0118	-0.0161	-0.0645
Si	0.02	-0.0539	0.0721
Si	0.101	0.032	-0.0593
Si	0.0001	0.0579	0.3523
Si	0.2366	-0.0283	0.2035
Si	-0.0454	-0.0597	-0.1639
Si	0.0432	0.0467	-0.0258
Si	-0.1002	0.0337	-0.0908
Si	-0.1039	-0.0977	-0.2082
Si	-0.0527	-0.0022	-0.0415
Si	-0.0477	0.0634	0.0317
Si	-0.0401	0.0314	0.0193
Si	-0.034	0.0634	0.0382
Si	0.0355	-0.0205	-0.0602
Si	-0.0002	-0.0792	-0.0223
Si	0.1341	0.0229	-0.0244
Si	0.0148	0.0015	-0.0759
Si	0.0763	0.0265	0.0341
Si	0.0098	0.0295	0.0377
Si	-0.0679	0.0617	0.0273
Si	-0.0421	0.0629	0.0711
Si	-0.0392	-0.0095	0.038
Si	-0.0522	0.0262	0.0107
Si	0.0462	0.0661	0.0421
Si	0.0334	-0.0046	0.0309
Si	-0.0569	-0.0119	0.0785
Si	0.0108	-0.0791	0.0667
Si	-0.0594	-0.0801	0.0221
Si	0.0351	-0.038	0.0928
Si	0.0016	0.0828	0.2061
Si	-0.0798	0.0827	0.2185
Si	-0.1905	0.02	0.1307
Si	0.0432	-0.0527	-0.1588
Si	0.0444	-0.034	-0.0108
Si	0.0341	-0.1374	-0.1005
Si	0.0304	0.0208	0.0428
Si	0.0411	0.0495	0.0486
Si	-0.0237	0.0233	0.0981
Si	0.0129	0.0942	0.0471
Si	-0.123	-0.0289	-0.0156
Si	-0.018	-0.0783	-0.0244
Si	-0.0923	0.0337	0.0041
Si	-0.187	0.216	0.5905
Si	-0.1853	-0.0518	-0.0221
Si	0.0596	-0.0174	-0.1458
Si	-0.4692	-0.2079	0.1424
Si	0.4556	-0.038	-0.3937
Si	0.7	-0.0329	0.5101
Si	0.2355	-0.1167	0.009
Si	-0.0108	-0.0456	0.2176
Si	0.1787	-0.1267	0.0257
Si	0.0319	0.047	-0.0397
Si	-0.2508	-0.2917	-0.0335
Si	0.0662	-0.2434	-0.0871
Si	0.0612	0.097	0.1609
Si	0.0842	-0.2048	0.0828
Si	-0.0708	0.338	0.4182
Si	0.0028	0.2864	-0.0403
Si	-0.1441	-0.399	0.2946
Si	0.1389	0.1388	-0.0296
Si	0.0115	-0.0543	-0.0912
Si	-0.0489	-0.122	-0.0674
Si	-0.0127	0.225	-0.0599
Si	-0.0946	0.2781	0.0684
Si	0.1199	-0.0186	-0.1046
Si	0.1062	0.1608	-0.0597
Si	-0.1198	-0.1247	0.065
Si	0.3791	0.2124	0.2072
Si	0.204	-0.1272	0.2115
Si	-0.0855	0.0085	0.1284
Si	-0.2573	0.1657	0.0513
Si	-0.2581	0.2699	-0.0755
Si	0.0252	-0.0909	0.028
Si	-0.0126	0.0107	-0.045
Si	0.4371	0.0117	0.0531
Si	-0.1445	0.2513	0.0195
Si	0.0519	-0.2577	-0.3424
Si	0.0134	0.1456	0.1007
Si	0.0878	-0.1599	0.091
Si	0.1772	0.0328	0.1418
Si	-0.169	-0.2552	0.0541
Si	0.0077	-0.2879	-0.1041
Si	0.462	0.2287	0.8705
Si	0.1062	-0.14	0.1849
Si	-0.3797	0.137	0.0033
Si	-0.1153	-0.1292	-0.1364
Si	-0.0847	0.0772	0.0917
Si	-0.4862	-0.3006	-0.2074
Si	0.1041	-0.3626	0.0976
Si	0.0275	-0.2986	-0.0703
Si	-0.075	0.0673	-0.2612
Si	0.3157	-0.0004	-0.0317
Si	-0.0841	-0.2366	-0.1823
Si	-0.0545	-0.1338	-0.0399
Si	-0.0037	0.1711	0.2092
Si	0.0567	0.08	0.0104
Si	-0.0727	0.0653	-0.0014
Si	-0.0545	0.0199	0.0092
Si	0.207	-0.1862	-0.0359
Si	0.0977	0.0506	-0.0398
Si	0.2603	-0.0336	0.1587
Si	-0.0135	-0.0521	0.0029
Si	-0.0766	0.0088	0.082
Si	0.07	0.0242	0.0398
Si	0.0328	-0.0359	-0.0414
Si	-0.0427	0.1304	0.2229
Si	-0.0708	-0.0807	-0.2802
Si	-0.2521	0.1348	-0.0318
Si	0.0992	0.2146	-0.0376
Si	0.0192	0.2389	0.405
Si	0.2072	-0.3823	-0.9214
Si	0.3055	0.0124	0.184
Si	-0.1378	-0.0934	-0.0826
Si	-0.0176	0.0186	0.0567
Si	0.0503	0.0314	0.1295
Si	0.0516	0.0655	0.1113
Si	0.0091	-0.0024	0.1014
Si	0.0064	0.0549	0.1738
Si	0.0147	-0.1201	0.0761
Si	-0.0976	0.0434	0.1671
Si	0.0536	-0.0108	0.1077
Si	-0.0403	-0.0316	-0.0888
Si	0.1223	-0.0812	0.2555
Si	-0.1912	0.1242	0.1084
Si	-0.0345	-0.1046	0.0513
Si	-0.1216	-0.1695	-0.1472
Si	-0.2248	0.019	-0.0242
Si	-0.068	-0.0281	0.0166
Si	0.096	-0.0736	-0.0256
Si	-0.0058	-0.0607	0.0368
Si	0.0831	-0.0462	0.103
Si	0.0301	-0.0912	0.1029
Si	-0.0399	-0.0524	0.0356
Si	0.0626	0.2621	-0.151
Si	-0.0834	-0.2425	-0.2025
Si	0.1029	-0.0967	0.0256
Si	0.0633	0.1409	-0.0217
Si	-0.0077	-0.0347	0.0338
Si	-0.2404	0.113	0.0451
Si	0.0757	-0.1069	0.0798
Si	0.1508	0.0358	0.1033
Si	0.0627	0.0192	-0.0843
Si	-0.245	0.254	0.1953
Si	0.012	-0.1607	-0.112
Si	0.1745	-0.0009	-0.0287
Si	-0.0407	-0.0139	-0.0707
Si	0.2796	0.1603	0.1757
Si	-0.5759	-0.4123	0.0081
Si	-0.0178	0.1039	0.2815
Si	0.0098	-0.0836	0.2508
Si	-0.1245	0.235	-0.0755
Si	-0.1342	0.0069	-0.0003
Si	0.6368	0.2544	0.1709
Si	-0.1655	0.0625	0.08
Si	0.1074	0.2332	-0.4293
Si	-0.1196	0.1211	-0.4393
Si	-0.1075	0.0399	-0.0572
Si	0.1748	-0.2544	0.1451
Si	-0.1647	0.0632	0.2156
Si	0.0766	-0.3319	-0.6139
Si	-0.03	0.1034	-0.187
Si	0.1965	0.0102	-0.1768
Si	0.023	0.1051	0.0475
Si	-0.1202	-0.0007	0.0112
Si	-0.1762	0.0787	0.3303
Si	-0.3736	0.0664	0.2518
Si	0.1999	0.0703	0.1225
Si	0.0698	-0.05	0.1518
Si	-0.2565	-0.081	0.032
Si	0.0719	-0.2019	0.1765
Si	-0.0131	-0.1493	-0.2258
Si	-0.1431	-0.2106	-0.4793
Si	-0.1307	-0.0047	0.0677
Si	-0.1283	-0.1549	0.0162
Si	0.148	0.4626	0.0121
Si	0.2155	0.0165	0.423
Si	-0.2393	-0.1599	0.0341
Si	-0.0019	0.0168	-0.0097
Si	0.2489	0.1626	-0.1329
Si	0.6752	0.3361	0.4568
Si	0.0091	-0.3334	-0.6314
Si	0.1308	-0.2977	-0.1145
Si	0.1917	-0.1411	0.1483
Si	-0.1509	-0.2955	0.2083
Si	-0.0741	0.1939	0.129
O	-0.0323	0.0735	0.0867
O	0.0382	0.0377	0.0034
O	0.1428	0.101	0.1175
O	0.0025	0.0056	0.0174
O	-0.0246	0.0443	0.1095
O	-0.2155	0.0346	0.1453
O	-0.0728	-0.0179	-0.0143
O	-0.0376	-0.0628	-0.0583
O	-0.0188	0.1634	-0.0106
O	0.2277	-0.1973	-0.0755
O	-0.0636	-0.2418	0.0221
O	0.0503	-0.014	-0.0806
O	-0.0235	0.082	-0.0728
O	-0.0478	0.0709	-0.0383
O	0.0554	-0.073	0.0156
O	0.0263	0.036	-0.1166
O	-0.008	-0.0377	-0.0503
O	0.0694	-0.1772	-0.1224
O	0.0143	-0.0444	-0.0092
O	0.0429	0.036	0.0324
O	-0.0247	-0.0533	0.0162
O	0.0177	-0.062	-0.1699
O	0.1788	0.3877	-0.0412
O	-0.1107	0.0767	-0.0152
O	-0.0172	0.0049	0.0913
O	-0.1304	0.0496	0.2065
O	-0.1166	-0.0073	0.0057
O	-0.0728	-0.0366	-0.0435
O	0.0882	-0.1632	-0.2102
O	0.0903	0.1038	0.226
O	-0.1365	-0.0094	0.1296
O	-0.0069	-0.0061	-0.0535
O	-0.1062	0.0222	-0.0394
O	-0.0552	0.0562	0.0262
O	-0.0211	-0.0627	-0.1523
O	-0.0369	-0.0376	-0.0864
O	0.0021	0.0101	-0.3582
O	0.0039	0.0003	-0.0117
O	-0.0052	-0.0253	-0.0388
O	-0.0032	-0.0243	0.0659
Si	-0.104	-0.036	-0.0113
Si	0.1388	-0.2054	-0.3947
Si	0.1438	-0.107	0.087
Si	0.05	0.0379	0.1673
Si	0.1883	-0.2385	0.1884
Si	0.2027	0.0671	0.1382
Si	0.0428	-0.1381	0.1774
Si	0.1153	0.1032	0.2759
Si	0.0428	-0.0488	-0.195
Si	0.3418	-0.2078	-0.3487
Si	-0.0833	-0.0667	-0.1222
Si	-0.0241	0.0239	-0.1968
Si	0.0658	-0.2058	-0.2478
Si	-0.1405	0.0042	-0.0087
Si	-0.0264	0.0222	0.18
Si	-0.3735	-0.0738	-0.5439
Si	-0.1687	0.1141	-0.151
Si	0.0373	0.0408	0.0293
Si	-0.2424	-0.2169	-0.0944
Si	0.0137	-0.0892	0.0228
Si	0.0487	-0.1788	-0.042
Si	0.0414	-0.0218	0.099
Si	-0.4619	0.1077	-0.2498
Si	0.2534	0.1848	-0.0921
Si	0.2925	0.0213	0.1506
Si	0.097	-0.1634	-0.1427
Si	-0.0738	0.4338	-0.1913
Si	0.1566	-0.0331	0.0576
Si	-0.0434	-0.0034	-0.2317
Si	-0.1312	0.0364	-0.0835
Si	0.3223	-0.4835	-0.34
Si	0.1964	0.2391	-0.1316
Si	0.1123	-0.3121	-0.4734
Si	-0.0216	-0.0646	-0.1606
Si	0.167	0.0576	-0.0726
Si	0.0928	-0.027	0.0321
Si	-0.0885	-0.0017	-0.1368
Si	0.1969	0.1553	-0.1568
Si	-0.1156	-0.0468	0.0499
Si	-0.4799	0.5405	0.5884
Si	-0.0578	0.126	-0.2383
Si	0.018	0.0609	0.078
Si	0.0181	0.0877	-0.0061
Si	0.0088	0.0082	-0.0279
Si	-0.0599	0.174	-0.0899
Si	0.0629	-0.0542	0.1298
Si	0.0472	0.0276	0.1186
Si	-0.0808	-0.0089	-0.0528
Si	-0.1139	0.0301	0.3434
Si	0.0537	0.2022	-0.2164
Si	0.0172	-0.0366	0.0895
Si	0.2041	-0.1588	0.4925
Si	-0.1954	-0.0931	-0.1904
Si	-0.1067	-0.331	-0.1397
Si	0.0039	0.1409	0.0863
Si	0.1775	0.1098	-0.1235
Si	0.0339	-0.0168	-0.0265
Si	-0.0161	-0.0164	0.0099
O	-0.1928	-0.0414	-0.4377
O	-0.0022	0.0379	-0.0286
O	-0.0027	-0.0081	-0.0559
O	-0.1435	0.2034	0.0092
O	0.0837	0.0112	0.0534
O	-0.0056	0.0716	-0.0783
O	-0.0209	-0.0332	0.014
O	-0.0387	0.1555	-0.1205
O	0.0527	0.0249	-0.0681
O	-0.0203	-0.0471	0.0242
O	-0.0538	0.1147	0.0025
O	-0.0422	-0.0642	-0.1175
O	0.0038	0.1548	0.0795
O	0.0065	-0.0621	-0.0815
O	0.0454	0.0423	-0.0308
O	-0.062	0.091	-0.0475
O	0.0072	-0.0856	-0.0925
O	-0.0255	0.0055	-0.0511
O	0.1846	0.2305	0.0092
O	0.0255	0.0636	-0.0048
O	0.0249	-0.0278	0.07
O	-0.0002	0.0965	0.016
O	0.1447	0.1188	0.2729
O	-0.014	-0.0324	0.0276
O	-0.1943	0.0837	-0.1572
O	0.0667	0.1745	0.1157
O	0.0846	-0.0578	0.0206
O	0.1209	0.169	0.1748
O	-0.0151	0.0208	-0.0012
O	0.1115	-0.1915	0.1129
O	0.0327	0.0193	-0.0022
O	-0.0389	0.0702	-0.1487
O	-0.0309	-0.0726	-0.0327
O	-0.0501	-0.0913	-0.0469
O	-0.0125	0.0525	0.0585
O	-0.0395	0.1831	0.1531
O	0.0093	-0.1177	0.0666
O	0.0263	-0.0354	-0.0054
O	0.0392	0.0445	-0.081
O	0.015	-0.0766	0.0879
O	0.0354	-0.0051	0.0359
O	0.0749	-0.1633	-0.1347
O	0.0309	0.0036	0.3645
O	-0.001	0.1644	-0.0041
O	-0.0326	0.0311	-0.0315
O	0.1039	-0.112	-0.1064
O	-0.394	0.052	-0.1615
O	-0.0122	0.1268	0.2359
O	-0.0496	0.0604	-0.0728
O	-0.0668	0.1367	-0.115
O	0.0126	0.0361	0.0203
O	-0.0043	-0.0522	-0.0516
O	-0.0634	-0.0203	-0.0048
O	0.0493	0.0582	0.0298
O	-0.1178	-0.1385	0.0223
O	-0.2004	0.1281	-0.2729
O	-0.1235	-0.1538	0.0249
O	0.0231	0.1966	-0.0098
O	-0.0596	-0.0224	-0.1099
O	0.028	0.0633	-0.0173
O	-0.0182	0.0642	-0.0366
O	0.0453	0.0121	0.0252
O	-0.0077	0.0195	-0.0242
O	-0.1028	0.1234	-0.0114
O	-0.0041	0.0486	0.1819
O	0.035	0.0005	0.0408
O	-0.0258	-0.0392	-0.0813
O	-0.0884	0.0204	-0.0426
O	-0.2631	0.158	0.0121
O	0.0278	-0.0128	0.0278
O	-0.072	0.0043	0.0531
O	-0.047	-0.0303	-0.2257
O	0.0756	0.045	-0.1608
O	-0.0321	0.0092	0.038
O	0.1501	0.0358	-0.0243
O	-0.0613	0.0482	-0.0097
O	0.0341	0.0832	-0.0794
O	0.0444	0.131	-0.0901
O	0.0188	-0.0687	-0.0168
O	-0.069	-0.1325	0.1443
O	0.0645	-0.006	-0.0035
O	-0.5572	0.1335	-0.0653
O	-0.0984	0.0259	-0.1136
O	-0.0201	-0.0412	0.0081
O	0.1065	-0.0878	0.0043
O	0.0453	-0.1446	0.0024
O	-0.1364	-0.0844	0.1581
O	0.0297	0.1036	0.0622
O	-0.0217	0.0946	0.0494
O	0.1638	-0.0213	-0.0097
O	0.0338	-0.0124	0.0221
O	0.0878	-0.0309	-0.0302
O	0.2138	0.0462	0.0528
O	-0.0087	0.0474	-0.0036
O	0.0305	-0.0009	0.0256
O	0.2508	0.0415	0.2857
O	0.119	0.0379	0.2108
O	0.016	-0.0037	-0.0359
O	-0.1651	0.0795	-0.2653
O	-0.0826	0.0063	-0.1338
O	0.0432	-0.0126	-0.0488
O	-0.0267	-0.1839	0.2591
O	0.0171	0.1207	0.053
O	0.0303	0.0899	0.0449
O	0.0302	0.006	-0.029
O	-0.0329	-0.0617	-0.0507
O	-0.3607	-0.0075	-0.1522
O	-0.031	-0.007	-0.022
O	0.119	-0.0147	-0.1158
O	-0.2331	0.1475	-0.3038
O	0.0642	0.0085	0.004
O	0.0087	-0.0224	0.0711
O	0.0725	0.0038	0.0478
O	0.0099	0.0422	-0.0195
O	0.0359	-0.0054	0.0746
O	0.15	-0.0748	-0.1642

The program warned: the cutoff lies below the one the program advises for these potential files; the exchange-correlation potential is rough where the density is thin.
